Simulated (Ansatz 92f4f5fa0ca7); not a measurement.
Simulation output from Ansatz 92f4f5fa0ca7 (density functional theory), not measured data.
Periodic cell of 273 atoms, Si162O105As6, from a study of silicon, its oxide and their interface. The atomic structure is a simulated model.

Settings: functional PBE; potential files Ansatz PAW; basis plane waves; wave-function cutoff 700 eV; density cutoff ratio 5; exchange-correlation grid ratio 1; k mesh 2 x 2 x 1, shifted by 0.5 0.5 0.5 of a step; self-consistency stop 5e-08 eV per atom in the density residual; occupations fixed; spin none; net charge 0.

Cell vectors (angstrom)
a, 11.6015, 0, 0
b, 0, 13.3963, 0
c, 0, 0, 30.6882

Atoms and the computed forces on them: element, x, y, z (angstrom), force x, y, z (eV/angstrom)
Si, 11.5317, 0.1138, 24.1593, -0.015, -0.0114, -0.0694
Si, 3.8, 0.1573, 23.9961, -0.0227, -0.0001, -0.0593
Si, 7.7669, 0.1663, 23.8983, 0.0524, -0.0024, -0.0612
Si, 1.6769, 3.5108, 23.9198, -0.0461, -0.0105, -0.0728
Si, 5.729, 3.4803, 23.9057, 0.0108, -0.031, -0.0813
As, 9.6232, 3.4742, 23.7184, 0.0179, -0.0497, 0.0892
As, 11.5382, 6.8304, 23.7108, -0.0276, -0.0308, 0.0569
Si, 3.8123, 6.8431, 23.9461, -0.0035, -0.0111, -0.0854
Si, 7.775, 6.7812, 23.9734, 0.0355, -0.0023, -0.0772
Si, 1.8707, 10.2367, 24.0856, -0.0181, 0.0046, -0.094
Si, 5.8416, 10.1146, 23.9229, -0.0055, 0.001, -0.0852
As, 9.6824, 10.1267, 23.7153, 0.0203, -0.034, 0.0683
Si, 11.4508, 2.3618, 24.8701, -0.0661, 0.0096, -0.0281
Si, 3.7405, 2.4118, 24.6784, -0.0323, 0.0168, 0.0133
Si, 7.7034, 2.384, 24.74, 0.0592, 0.0268, -0.0156
Si, 1.8453, 5.7333, 24.7319, -0.038, 0.0142, -0.0033
Si, 5.7713, 5.7056, 24.7159, -0.0009, 0.0199, 0.0085
Si, 9.6901, 5.6499, 24.796, 0.052, 0.0045, -0.0124
Si, 11.5492, 9.0086, 24.7992, -0.0606, -0.0111, -0.0279
Si, 3.853, 9.0672, 24.7383, -0.0174, 0.0175, 0.012
Si, 7.7855, 9.0302, 24.7666, 0.0646, 0.0072, -0.004
Si, 1.908, 12.4355, 24.9039, -0.0173, 0.0069, -0.0133
Si, 5.7984, 12.4038, 24.6321, 0.0021, -0.0057, 0.0411
Si, 9.6112, 12.3055, 24.7893, -0.0189, 0.0011, 0.0107
Si, 11.5501, 2.2905, 27.2022, 0.0237, 0.0102, -0.0047
Si, 3.815, 2.3096, 27.0803, 0.0049, 0.0133, -0.0316
Si, 7.6913, 2.2857, 27.1131, -0.0075, 0.0011, -0.0052
Si, 1.9147, 5.6347, 27.1127, 0.0161, 0.0127, -0.0122
Si, 5.7826, 5.6298, 27.1026, 0.0012, 0.0125, -0.0266
Si, 9.6592, 5.6244, 27.1521, -0.0217, 0.0002, -0.0131
Si, 11.5838, 8.977, 27.1523, 0.0226, 0.0047, -0.0036
Si, 3.8595, 8.985, 27.12, -0.0004, 0.0187, -0.0329
Si, 7.727, 8.9693, 27.1344, -0.0132, 0.0156, -0.005
Si, 1.9254, 12.3476, 27.2307, -0.0054, 0.0016, -0.0087
Si, 5.793, 12.3319, 27.0519, 0.0034, 0.0204, -0.0272
Si, 9.6289, 12.321, 27.1499, -0.0019, 0.0085, -0.0163
Si, 1.9108, 1.1881, 27.942, -0.0146, 0.0055, 0.0006
Si, 5.7526, 1.1598, 27.8872, 0.0266, 0.0016, 0.0188
Si, 9.6186, 1.1573, 27.9353, -0.0136, -0.0023, -0.0277
Si, 11.5924, 4.519, 27.946, -0.0033, -0.0043, -0.0269
Si, 3.8517, 4.5177, 27.9116, -0.0311, -0.0072, 0.0103
Si, 7.7104, 4.5059, 27.9175, 0.0266, 0.0037, 0.0069
Si, 1.9282, 7.8605, 27.9192, -0.0285, -0.0148, 0.0071
Si, 5.7872, 7.8493, 27.9137, 0.0319, 0.0037, 0.011
Si, 9.6563, 7.854, 27.9371, -0.007, -0.0121, -0.0272
Si, 11.5766, 11.2086, 27.9356, -0.0044, 0.0076, -0.0076
Si, 3.8794, 11.2105, 27.9213, 0.015, 0.0022, 0.0009
Si, 7.7019, 11.2027, 27.9229, -0.0123, -0.0059, -0.0018
Si, 1.9336, 1.1164, 30.2933, 0.0341, 0.1752, 0.0564
Si, 5.8008, 1.1164, 30.2933, -0.0938, 0.0553, -0.233
Si, 9.6679, 1.1164, 30.2933, -0.141, 0.0331, 0.0095
Si, 0, 4.4654, 30.2933, 0.0195, 0.1565, 0.1386
Si, 3.8672, 4.4654, 30.2933, -0.0113, 0.0809, -0.0688
Si, 7.7343, 4.4654, 30.2933, -0.0511, 0.0875, -0.0197
Si, 1.9336, 7.8145, 30.2933, 0.0249, 0.0556, -0.0159
Si, 5.8008, 7.8145, 30.2933, -0.0428, 0.0812, -0.1055
Si, 9.6679, 7.8145, 30.2933, -0.0293, 0.0578, 0.0999
Si, 0, 11.1635, 30.2933, -0.0714, 0.046, 0.0997
Si, 3.8672, 11.1635, 30.2933, 0.0903, 0.0618, -0.0081
Si, 7.7343, 11.1635, 30.2933, -0.1058, 0.0548, -0.0425
Si, 0, 0, 0.3944, 0.0286, 0.0101, 0.0363
Si, 3.8672, 0, 0.3944, -0.098, 0.0221, -0.0512
Si, 7.7343, 0, 0.3944, 0.1921, 0.0376, -0.1885
Si, 1.9336, 3.3491, 0.3944, -0.0144, -0.1776, 0.0987
Si, 5.8008, 3.3491, 0.3944, -0.0323, -0.1032, 0.1783
Si, 9.6679, 3.3491, 0.3944, 0.0339, -0.0926, 0.1823
Si, 0, 6.6981, 0.3944, -0.0146, -0.1966, 0.0219
Si, 3.8672, 6.6981, 0.3944, 0.0345, -0.0667, 0.0933
Si, 7.7343, 6.6981, 0.3944, 0.0871, -0.1214, 0.1312
Si, 1.9336, 10.0472, 0.3944, 0.0584, -0.0276, -0.1006
Si, 5.8008, 10.0472, 0.3944, 0.099, -0.1959, -0.1614
Si, 9.6679, 10.0472, 0.3944, -0.018, -0.0293, -0.062
Si, 11.6136, -0.0175, 2.7707, 0.0037, 0.0111, -0.007
Si, 3.8615, -0.0328, 2.7556, -0.0132, 0.0022, 0.0091
Si, 7.7762, -0.0155, 2.7387, 0.0137, -0.0029, 0.0084
Si, 1.9409, 3.2864, 2.77, -0.0358, 0.0026, -0.0054
Si, 5.7896, 3.293, 2.7911, 0.0384, 0.0129, -0.0105
Si, 9.6746, 3.3034, 2.7915, 0.0075, -0.0059, 0.0142
Si, 11.6205, 6.6253, 2.7623, -0.0104, -0.0049, -0.0208
Si, 3.8881, 6.6547, 2.7745, 0.0407, 0.0114, 0.0045
Si, 7.7702, 6.6318, 2.7804, -0.0266, -0.0005, 0.0013
Si, 1.9617, 10.0161, 2.7533, 0.0108, -0.0056, -0.0005
Si, 5.8464, 9.9713, 2.7368, 0.0111, -0.0039, 0.0055
Si, 9.6831, 10.0151, 2.7535, -0.012, -0.0027, 0.0024
Si, 11.6095, 2.1957, 3.6304, 0.0255, -0.0108, 0.0167
Si, 3.8534, 2.172, 3.6211, 0.0019, -0.0074, 0.0401
Si, 7.7345, 2.1864, 3.6026, -0.0185, 0.0041, 0.0146
Si, 1.9603, 5.5063, 3.5467, -0.0297, -0.0161, 0.0175
Si, 5.8235, 5.5266, 3.581, -0.0055, 0.0102, -0.0083
Si, 9.7026, 5.5167, 3.6242, 0.019, -0.0027, 0.024
Si, 11.6231, 8.8699, 3.4644, -0.0084, -0.0003, -0.0004
Si, 3.9038, 8.9005, 3.5404, -0.0089, -0.0129, 0.0124
Si, 7.7838, 8.8583, 3.5668, 0.0134, -0.015, 0.0206
Si, 1.932, 12.2388, 3.5583, -0.0109, -0.02, 0.0199
Si, 5.8373, 12.2296, 3.3707, 0.0101, -0.0124, -0.0027
Si, 9.6947, 12.2447, 3.5577, -0.0013, -0.0168, 0.027
Si, 11.5758, 2.102, 6.0432, -0.0336, -0.0127, -0.0053
Si, 3.8316, 2.1467, 6.0266, -0.0114, 0.0046, 0.0032
Si, 7.7559, 2.1352, 5.9902, 0.0345, -0.0107, 0.0143
Si, 2.0098, 5.4128, 5.9086, 0.0135, 0.0054, 0.0238
Si, 5.8469, 5.4396, 5.9532, 0.0002, -0.027, 0.0245
Si, 9.7, 5.422, 6.0311, 0.003, -0.0392, 0.0031
Si, 11.6549, 8.7873, 5.7924, -0.0049, 0.0137, 0.0211
Si, 3.9576, 8.8738, 5.9064, 0.0078, -0.0223, -0.0177
Si, 7.8389, 8.8043, 5.9488, 0.0169, -0.0042, -0.0327
Si, 1.9433, 12.1604, 5.935, -0.0115, -0.0205, -0.0331
Si, 5.8864, 12.1899, 5.6649, 0.0255, -0.0054, 0.0317
Si, 9.7183, 12.2383, 5.9314, -0.0123, 0.027, -0.0189
Si, 1.8792, 0.9363, 6.8717, 0.0009, 0.0102, 0.0891
Si, 5.7882, 0.9268, 6.6557, -0.0012, -0.0089, 0.0975
As, 9.6507, 1.0124, 7.0497, -0.005, 0.0272, -0.0795
Si, 11.6919, 4.3207, 6.89, 0.0032, 0.0021, 0.1086
As, 3.9188, 4.3722, 7.0121, 0.0265, 0.0034, -0.0105
As, 7.7489, 4.3319, 7.0269, -0.0348, 0.0264, 0.0034
Si, 2.0189, 7.6898, 6.5413, 0.0002, 0.0022, 0.0553
Si, 5.8704, 7.7144, 6.7042, -0.0286, 0.0201, 0.0571
Si, 9.8049, 7.6751, 6.7511, 0.0359, 0.0229, 0.0574
Si, 11.6095, 10.9732, 6.6802, -0.0309, -0.0008, 0.0722
Si, 3.9876, 11.1664, 6.5661, 0.034, 0.0358, 0.0553
Si, 7.7708, 11.0771, 6.6052, -0.0002, -0.0063, 0.0544
O, 5.671, 0.4886, 8.2755, -0.0174, -0.0235, -0.0086
O, 2.0295, 7.6911, 8.1829, -0.0062, -0.011, -0.0185
O, 4.2367, 11.5266, 8.1831, -0.0225, -0.0007, 0.0053
O, 5.7883, 7.8545, 8.3637, 0.0278, -0.0127, 0.0013
O, 1.7202, 0.7368, 8.541, 0.0432, -0.0265, -0.0044
O, 11.8883, 4.264, 8.5713, -0.0268, 0.0041, 0.0024
O, 7.6974, 11.1014, 8.2566, -0.0055, -0.0108, -0.019
O, 11.475, 10.7032, 8.3189, 0.0231, -0.0071, -0.0164
O, 10.1316, 7.7371, 8.4049, -0.0345, -0.0191, -0.0119
O, 1.7686, 10.4982, 22.4533, 0.0343, 0.0214, 0.0062
O, 11.5045, 13.5481, 22.5128, 0.0075, 0.0086, 0.0019
O, 7.904, 6.6669, 22.3083, -0.0466, 0.0274, -0.0152
O, 5.8752, 9.9217, 22.2586, 0.0065, 0.0196, -0.0068
O, 7.8903, 0.3672, 22.229, -0.0237, -0.0058, 0.0218
O, 1.1962, 3.6192, 22.3114, 0.0533, 0.0078, -0.0419
O, 3.7725, 6.9295, 22.2787, 0.0338, 0.0124, -0.009
O, 5.6925, 3.465, 22.2378, -0.0095, 0.0249, -0.0118
O, 3.6303, 0.2737, 22.3358, 0.0276, -0.0049, -0.0034
Si, 9.5712, 7.063, 9.7973, -0.0057, -0.0166, 0.0116
Si, 4.9308, 12.6847, 9.1231, -0.0021, 0.0062, 0.0012
Si, 5.5098, 13.0197, 16.3171, 0.0001, -0.002, 0.0015
Si, 4.2966, 2.2678, 13.5458, 0.004, 0.0054, -0.0025
Si, 7.5254, 7.2838, 20.8462, 0.0032, 0.0049, -0.0052
Si, 7.3517, 12.988, 20.8924, -0.0037, -0.0056, -0.0132
Si, 1.752, 7.6608, 9.7633, 0.0004, -0.0024, 0.0128
Si, 3.6258, 2.1993, 19.3444, -0.0018, 0.0025, -0.0037
Si, 6.6963, 3.9303, 14.0249, 0.0001, -0.0009, -0.0049
Si, 9.2653, 5.8659, 13.9592, -0.0025, -0.0008, 0.0002
Si, 11.5725, 4.9974, 10.0074, -0.0083, -0.0087, 0.0021
Si, 0.5198, 5.822, 18.9135, -0.0038, 0.0005, 0.0024
Si, 0.7369, 2.9804, 15.6573, -0.0023, -0.0038, -0.0027
Si, 1.7989, 0.7541, 12.8425, -0.0044, 0.0016, -0.0009
Si, 8.2759, 9.336, 16.5111, 0.001, 0.0003, -0.0026
Si, 5.6687, 5.6101, 16.5499, -0.0004, -0.0017, -0.0004
Si, 2.5937, 6.3376, 13.7011, 0.0052, -0.0026, -0.0004
Si, 9.9464, 8.5488, 12.5811, -0.0048, 0.0018, 0.005
Si, 4.3892, 6.7447, 20.7813, -0.0001, 0.0031, -0.0021
Si, 2.0001, 8.2687, 19.3593, -0.0001, -0.0004, -0.0022
Si, 10.1896, 6.9233, 16.7159, -0.0026, -0.0051, 0
Si, 0.7716, 9.1215, 16.668, 0.0055, 0.0028, 0.0002
Si, 6.8133, 10.0877, 20.9232, 0.0043, 0.0024, -0.0041
Si, 7.8097, 5.0592, 18.9303, 0.0062, 0, -0.0002
Si, 4.3377, 7.4012, 11.5804, 0.0076, -0.0061, 0.002
Si, 4.1318, 13.0859, 20.8928, 0.0011, -0.006, -0.0071
Si, 1.1187, 3.2383, 20.7258, 0.0093, 0.0084, 0.0072
Si, 0.534, 10.6087, 9.8074, 0.006, 0.0036, 0.0117
Si, 0.2903, 4.3652, 12.9416, -0.0004, -0.0062, -0.003
Si, 2.6654, 5.3492, 16.592, 0.0016, 0.0031, -0.0009
Si, 7.2671, 10.9922, 9.818, -0.002, 0.0019, 0.0203
Si, 9.515, 0.0918, 18.8841, 0.0017, -0.0019, -0.0023
Si, 1.2922, 9.1251, 13.7086, 0.0004, 0.0065, 0.0002
Si, 10.5698, 13.2232, 14.0621, 0.0023, 0.0011, 0.0016
Si, 9.6422, 2.8777, 17.4808, 0.0007, 0.003, 0.0014
Si, 8.0107, 1.4722, 15.2729, -0.0031, 0.0013, -0.0019
Si, 2.1529, -0.0909, 9.8969, 0.0021, -0.0022, 0.0058
Si, 6.6, 7.881, 9.7767, 0.0007, -0.0097, 0.0062
Si, 10.4348, 11.4204, 16.5544, 0.0025, 0.0013, -0.0013
Si, 5.5235, 8.7352, 15.7163, -0.0015, -0.0008, -0.002
Si, 9.6274, 11.2427, 11.7355, -0.0042, 0.0045, 0.0035
Si, 0.1617, 0.1731, 20.9287, -0.0065, -0.0026, 0.0022
Si, 4.0342, 9.9603, 13.1076, 0.0019, 0.0032, -0.002
Si, 5.5922, 3.9099, 20.6762, 0.0021, 0.0013, -0.0039
Si, 6.0598, 10.4541, 18.0353, -0.0026, 0.0027, 0.0015
Si, 3.2545, 1.7315, 16.3809, -0.0014, -0.0011, 0.002
Si, 4.3604, 12.7528, 13.5741, 0.0033, -0.0039, -0.0016
Si, 2.077, 11.0331, 20.9553, 0.004, -0.003, -0.0008
O, 5.5132, 7.1157, 15.9356, 0.0098, -0.0001, 0.0153
O, 9.1656, 7.4445, 13.5086, 0.0157, -0.0058, -0.0113
O, 3.7776, -0.0304, 10.0495, -0.0112, -0.015, -0.0291
O, 0.2364, 4.0139, 11.3171, -0.0012, 0.0313, -0.0093
O, 5.107, 9.4684, 17.1334, 0.0367, 0.0038, -0.0149
O, 7.9652, 7.026, 9.6617, 0.0094, 0.0252, -0.0006
O, 3.6218, 11.5393, 20.7594, -0.0092, 0.0238, 0.0118
O, 9.3402, 0.7485, 14.6539, -0.0022, 0.0003, 0.0013
O, 1.6522, 1.6043, 15.9171, 0.0188, 0.0139, 0.0068
O, 10.4355, 13.0842, 20.1456, 0.0047, 0.0199, -0.0064
O, 7.0889, 4.2454, 20.1433, -0.0144, 0.0078, -0.0096
O, 5.75, 7.0212, 10.8787, -0.0152, 0.0135, -0.0112
O, 2.3942, 10.1117, 13.013, 0.0249, -0.016, -0.0074
O, 4.1439, 0.4141, 16.7602, 0.0089, -0.0042, -0.0035
O, 9.3367, 10.4007, 15.8921, 0.001, -0.0015, 0.0264
O, 3.1497, 7.3318, 10.4959, 0.005, 0.0072, 0.0127
O, 2.7403, 2.148, 12.9469, 0.0175, -0.025, 0.0097
O, 1.4802, 9.5299, 15.2729, -0.012, -0.0098, 0.0043
O, 5.1314, 2.6657, 19.7331, -0.0218, 0.0068, 0.0086
O, 0.3023, 0.6272, 13.5266, -0.0081, -0.0179, -0.0045
O, 8.9439, 7.9338, 17.024, 0.0081, 0.0119, -0.0188
O, 0.2047, 3.1931, 14.1058, 0.0034, 0.0126, 0.0196
O, 7.9014, 8.8699, 20.7772, -0.0213, -0.0036, 0.004
O, 10.5654, 5.2848, 13.1706, -0.0053, -0.0035, 0.0133
O, 0.4855, 1.7333, 20.495, 0.0021, -0.0017, 0.0177
O, 1.7228, 7.6251, 13.2989, 0.0202, -0.0008, 0.0066
O, 5.0145, 0.8136, 13.1682, -0.0284, 0.0093, 0.0235
O, 1.7838, 9.7267, 20.0395, 0.0085, -0.0007, 0.0069
O, 0.8288, 7.1817, 19.7989, 0.0182, 0.0018, -0.0254
O, 5.3193, 3.5168, 13.13, -0.0025, -0.0072, 0.0189
O, 4.2005, 5.1275, 17.0902, 0.0126, 0.02, -0.0157
O, 5.9041, 7.3094, 20.6352, -0.0014, -0.0083, 0.0098
O, 7.9846, 0.1098, 19.4736, 0.0103, -0.0087, 0.0177
O, 10.7701, 6.1009, 18.0123, 0.0214, 0.0032, -0.0072
O, 5.8436, 11.9986, 17.5397, 0.0024, -0.0182, -0.014
O, 7.7407, 11.416, 21.0794, -0.0338, 0.0118, -0.0083
O, 5.0201, 12.2401, 14.9787, 0.0099, 0.0252, 0.0083
O, 3.2513, 2.5282, 17.7987, 0.0033, -0.0157, 0.0097
O, 11.0016, 10.9512, 10.9136, -0.0063, -0.0003, -0.0123
O, 11.0655, 3.1412, 16.6829, -0.0006, -0.0005, -0.0112
O, 9.922, 12.4109, 12.8161, 0.0079, -0.0099, -0.0004
O, 7.3895, 2.456, 14.138, 0.0066, 0.0024, 0.0131
O, 4.0175, 6.4392, 12.8797, -0.0207, 0.0159, -0.0139
O, 0.3865, 4.4591, 19.8512, 0.0179, 0.0036, -0.0015
O, 4.104, 2.437, 15.1718, -0.0148, -0.0228, -0.0154
O, 6.1512, 4.5707, 15.4064, -0.0013, 0.0099, 0.0005
O, 1.5181, 0.5717, 11.2416, 0.0172, -0.0059, -0.0069
O, 1.7068, 11.7374, 9.8501, -0.0189, 0.0076, 0.0015
O, 11.5728, 10.4452, 17.2388, -0.0058, -0.0079, -0.0267
O, 2.7734, 6.3881, 15.3246, -0.005, -0.0119, -0.0202
O, 1.854, 4.1116, 15.9475, -0.0202, -0.002, 0.0044
O, 8.4637, 2.4895, 16.4493, 0.0203, -0.0131, 0.0001
O, 10.1061, 7.9298, 11.0739, -0.0227, 0.002, 0.0014
O, 7.897, 5.0079, 13.5676, 0.0122, -0.003, 0.0099
O, 6.7463, 5.5076, 17.7692, 0.0029, -0.0087, 0.0045
O, 9.6403, 5.8656, 15.5732, 0.0062, 0.0172, -0.0083
O, 10.0099, 5.4939, 9.9611, 0.0265, 0.0229, 0.0005
O, -0.2564, 9.142, 13.2143, -0.0023, -0.0092, 0.0084
O, 8.4572, 11.6634, 10.699, 0.0079, -0.0176, -0.0016
O, 4.5346, 5.1472, 20.4703, 0.0179, -0.0057, 0.0154
O, 1.8078, 5.7428, 17.9075, -0.0168, -0.0083, 0.0069
O, 1.1414, 9.1268, 10.1636, 0.0018, 0.0011, -0.0165
O, 2.7313, 13.0085, 13.5784, 0.0141, 0.0174, -0.01
O, 6.9493, 9.4283, 10.1916, 0.0064, 0.0023, -0.0229
O, 11.0569, 12.2726, 15.307, -0.0237, 0.004, 0.0018
O, 9.9208, 1.5977, 18.4359, -0.0174, -0.0077, -0.0086
O, 11.4099, 7.8724, 16.2071, -0.0097, -0.0012, 0.0197
O, 0.8133, 6.3899, 10.1623, -0.0012, -0.008, -0.0204
O, 4.6397, 11.4198, 12.6828, -0.0211, -0.0047, 0.0005
O, 7.623, 10.0318, 17.829, -0.019, -0.0044, -0.0293
O, 4.5474, 8.9581, 11.9646, -0.0214, -0.0052, 0.0172
O, 5.7424, 13.145, 20.8035, 0.0019, -0.005, 0.0013
O, 2.6495, 3.1317, 20.2312, -0.0101, -0.0155, -0.0069
O, 1.8671, 8.6012, 17.7535, -0.0271, 0.0018, 0.0031
O, 4.5416, 9.2877, 14.5339, 0.0083, -0.0001, 0.002
O, 7.0952, 9.112, 15.3979, -0.0111, -0.0009, 0.0332
O, 9.7563, 12.427, 17.6555, 0.0095, 0.0008, 0.0034
O, 3.4894, 0.6157, 19.7073, 0.0177, 0.0157, 0.0194
O, 3.4428, 7.5817, 19.7402, -0.0147, -0.0044, 0.0106
O, 1.7398, 5.0644, 13.1851, 0.0002, 0.0077, 0.0009
O, 5.8131, 10.2512, 19.629, 0.0212, 0.0009, 0.0047
O, 9.0534, 9.9038, 12.4876, 0.0152, 0.0013, -0.022
O, 1.2241, 12.3768, 20.5729, -0.005, -0.01, 0.0188
O, 5.9799, 11.9408, 10.1024, 0.0066, -0.0069, -0.0365
O, 9.03, 4.1375, 18.3382, -0.0142, 0.0013, 0.0016
O, 6.8624, 0.4814, 15.9191, -0.0004, 0.0021, -0.0055
O, 8.3082, 6.4444, 19.6746, -0.0228, 0.0058, 0.0126

Results
free energy: -191863.025 eV
free energy less fixed offsets of As -4857.07, O -569.03, Si -635.61 eV per atom: -3.635 eV

The program warned: the cutoff lies below the one the program advises for these potential files; the forces do not sum to zero within the program's tolerance; the exchange-correlation potential is rough where the density is thin.
